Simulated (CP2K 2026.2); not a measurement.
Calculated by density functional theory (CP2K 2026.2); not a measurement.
Periodic cell of 1136 atoms, Si864O272, from a study of silicon, its oxide and their interface. The atomic structure is a simulated model.
Doubt: the forces sum to 1.49 eV/angstrom along one axis rather than to zero, so they err by at least 0.0013 eV/angstrom per atom on average; the grid cutoff is modest.

Settings: functional PBE; method Gaussian and plane waves; basis set DZVP-MOLOPT-SR-GTH; pseudopotentials GTH-PBE; grid cutoff 350 Ry, relative cutoff 50 Ry; k points Gamma only; occupations fixed; spin none; net charge 0.

Cell vectors (angstrom)
a	32.64	0	0
b	0	16.32	0
c	-0.0436	-0.5133	38.6135

Atoms: element, x, y, z (angstrom)
Si	31.3289	14.9035	2.5022
Si	1.0007	1.9145	2.896
Si	31.9524	3.6795	2.8547
Si	3.564	5.2014	1.3985
Si	31.6613	8.972	2.6692
Si	2.9325	13.7299	3.9441
Si	4.6927	14.6411	2.6246
Si	6.2058	2.1291	2.7867
Si	4.4725	3.8282	3.0658
Si	7.1655	6.4743	3.0893
Si	4.0044	9.5095	3.0497
Si	6.6726	12.1987	2.9593
Si	9.3544	14.7001	2.5237
Si	12.6743	0.8419	2.4724
Si	8.825	4.7562	2.7305
Si	12.4808	8.3476	2.4391
Si	10.1141	9.1386	2.9416
Si	12.3906	12.3567	2.6736
Si	14.5707	15.4597	2.7967
Si	17.9629	1.6884	2.3178
Si	14.4978	4.0792	2.4524
Si	19.0234	9.4576	1.6503
Si	16.3771	11.0517	2.0674
Si	18.624	15.0953	1.4669
Si	19.0273	14.0961	34.5091
Si	23.0619	1.1387	1.9243
Si	17.4717	4.1494	37.212
Si	23.0346	6.0717	2.1516
Si	21.1452	10.4014	1.1396
Si	25.7643	13.964	2.3982
Si	28.4361	1.7429	2.4647
Si	29.5332	0.5271	0.7371
Si	25.5657	4.3641	2.8923
Si	28.3347	6.8423	2.9307
Si	26.121	9.0583	2.6439
Si	28.2775	11.9917	2.7413
Si	32.6206	0.0321	3.9503
Si	2.7522	2.7465	4.2385
Si	0.1157	5.3588	4.2511
Si	2.7237	8.0763	4.3109
Si	0.0938	10.6491	3.9194
Si	1.652	11.45	2.3321
Si	5.5245	0.1189	3.9291
Si	8.0536	2.8965	3.9963
Si	5.5611	5.3993	4.4108
Si	8.3843	8.1055	4.2584
Si	5.4461	10.8055	4.312
Si	8.1456	13.5644	4.1542
Si	10.8616	16.183	3.7743
Si	13.5084	2.5903	3.967
Si	10.7495	5.4013	3.9924
Si	13.9307	8.7466	4.2745
Si	10.9314	11.0359	4.0701
Si	13.5816	13.766	4.1116
Si	16.1446	0.2091	4.2009
Si	19.4703	3.2934	4.3007
Si	16.498	5.7253	4.1623
Si	18.6631	7.8983	4.2511
Si	15.7159	10.4051	4.2157
Si	19.4493	14.0242	4.0147
Si	22.0883	15.773	4.0422
Si	24.296	2.8418	4.1142
Si	21.2472	4.9306	4.2858
Si	24.4382	8.1325	4.0117
Si	22.3008	11.4379	3.9783
Si	24.2529	13.0335	4.0808
Si	27.2331	0.0851	3.8233
Si	29.9913	2.7672	3.9168
Si	27.0722	5.4703	4.2832
Si	30.0048	8.0022	4.056
Si	27.1388	10.6033	4.168
Si	29.9684	13.4086	3.7866
Si	31.2337	1.3255	5.3599
Si	1.4716	4.095	5.6371
Si	31.2916	6.6906	5.5029
Si	1.3558	9.4896	5.5344
Si	31.353	12.1291	5.2187
Si	1.4262	15.002	5.2869
Si	4.0862	1.2576	5.4479
Si	6.9022	4.0483	5.69
Si	4.1323	6.7708	5.6182
Si	6.9201	9.474	5.5299
Si	4.0672	12.277	5.4862
Si	6.8241	15.0599	5.3939
Si	9.5172	1.3699	5.1641
Si	12.1291	3.9947	5.2994
Si	9.6689	6.7632	5.6006
Si	12.2609	9.7385	5.575
Si	9.5444	12.2712	5.4884
Si	12.1122	14.9913	5.4318
Si	14.8025	1.446	5.5851
Si	17.6718	4.1903	5.5091
Si	14.8992	6.9093	5.4292
Si	17.4835	9.4831	5.5043
Si	14.9092	12.2874	5.4176
Si	17.7252	15.1014	5.3118
Si	20.4225	1.5785	5.5815
Si	23.0096	4.0817	5.6166
Si	20.3235	6.7622	5.4581
Si	23.1513	9.6162	5.3114
Si	20.4598	12.2763	5.2784
Si	23.3379	14.6535	5.5478
Si	25.7861	1.3409	5.2639
Si	28.5915	4.0501	5.3833
Si	25.7329	6.857	5.5532
Si	28.6637	9.3909	5.4365
Si	25.8314	12.0274	5.4718
Si	28.6173	14.9225	5.1609
Si	29.884	-0.062	6.6842
Si	32.6229	2.6726	6.778
Si	29.8916	5.3769	6.8302
Si	32.6224	8.1149	6.844
Si	29.9875	10.8535	6.7096
Si	0.0373	13.5648	6.6051
Si	2.7146	-0.0451	6.8032
Si	5.4433	2.6432	6.8556
Si	2.7821	5.4432	6.9845
Si	5.5168	8.1605	6.8917
Si	2.7144	10.9028	6.8388
Si	5.4564	13.6702	6.7784
Si	8.2132	0.0688	6.7143
Si	10.8298	2.662	6.7071
Si	8.2637	5.4418	6.9551
Si	10.977	8.2253	6.8674
Si	8.2121	10.8966	6.8537
Si	10.8588	13.6337	6.861
Si	13.4843	0.0017	6.8353
Si	16.2919	2.7891	6.8143
Si	13.5306	5.4268	6.6686
Si	16.2318	8.1527	6.9456
Si	13.5845	11.0578	6.9421
Si	16.3823	13.6487	6.6708
Si	19.0302	0.0913	6.7758
Si	21.7723	2.7417	7.0546
Si	19.0082	5.4859	6.9391
Si	21.7424	8.2142	6.6647
Si	19.0194	10.9013	6.644
Si	21.7337	13.5427	6.8315
Si	24.555	-0.0565	6.7383
Si	27.1691	2.6778	6.6884
Si	24.4045	5.4719	6.8777
Si	27.2165	8.1445	6.838
Si	24.457	10.7983	6.8743
Si	27.2286	13.5781	6.6112
Si	31.2922	14.9054	8.0198
Si	1.3439	1.3247	8.1412
Si	31.2741	4.0276	8.1581
Si	1.3609	6.8085	8.2344
Si	31.2714	9.5065	8.1556
Si	1.3293	12.2642	8.1268
Si	4.0809	14.9511	8.177
Si	6.8426	1.3291	8.1779
Si	4.1287	4.0249	8.2438
Si	6.8541	6.7995	8.2518
Si	4.1076	9.5444	8.1808
Si	6.8156	12.2857	8.1481
Si	9.5007	15.0232	8.1562
Si	12.1757	1.3817	8.175
Si	9.589	4.0221	8.2125
Si	12.3002	6.8028	8.1668
Si	9.5625	9.5429	8.2138
Si	12.2188	12.347	8.2802
Si	14.9679	14.9668	8.0888
Si	17.6583	1.4131	8.1627
Si	14.9213	4.1528	8.1298
Si	17.6373	6.8293	8.2708
Si	14.9215	9.5975	8.2335
Si	17.7107	12.2802	8.069
Si	20.3878	14.9916	8.1239
Si	23.1777	1.2698	8.1829
Si	20.3661	4.1235	8.2965
Si	23.0508	6.8732	8.1562
Si	20.3654	9.5391	8.0592
Si	23.0847	12.1855	8.1893
Si	25.9039	14.9089	8.0865
Si	28.5218	1.3022	8.0679
Si	25.8276	4.0501	8.1145
Si	28.5386	6.7486	8.1788
Si	25.8537	9.4869	8.2077
Si	28.5842	12.2357	8.031
Si	32.6178	-0.0564	9.4568
Si	2.7039	2.6813	9.5309
Si	32.6243	5.4098	9.5278
Si	2.7409	8.1827	9.5455
Si	-0.0054	10.881	9.4965
Si	2.7074	13.5902	9.5105
Si	5.4579	-0.0157	9.5286
Si	8.1794	2.7037	9.5537
Si	5.4795	5.4201	9.5723
Si	8.2017	8.1849	9.5766
Si	5.4622	10.9165	9.5227
Si	8.1625	13.6385	9.5221
Si	10.8577	0.0246	9.5556
Si	13.5828	2.753	9.4936
Si	10.9347	5.4377	9.5323
Si	13.6092	8.1788	9.5664
Si	10.8893	10.915	9.5824
Si	13.641	13.6735	9.56
Si	16.304	0.0143	9.4864
Si	19.0064	2.7235	9.5784
Si	16.2748	5.4491	9.5688
Si	19.042	8.2136	9.5217
Si	16.3581	10.9394	9.5036
Si	19.0365	13.6205	9.4827
Si	21.7657	-0.0318	9.5233
Si	24.5052	2.6828	9.5099
Si	21.7461	5.5051	9.571
Si	24.4636	8.1454	9.542
Si	21.7157	10.8393	9.5156
Si	24.4891	13.5835	9.4641
Si	27.2103	-0.0422	9.4817
Si	29.8871	2.657	9.4662
Si	27.1749	5.3886	9.5157
Si	29.902	8.1436	9.5065
Si	27.227	10.9027	9.469
Si	29.9346	13.5754	9.4297
Si	31.2841	1.3492	21.6932
Si	1.3633	4.0895	21.7343
Si	31.2864	6.7961	21.6994
Si	1.3743	9.5492	21.693
Si	31.2699	12.2419	21.7159
Si	1.3245	14.9659	21.6858
Si	4.0698	1.4197	21.7213
Si	6.8058	4.1259	21.7195
Si	4.0842	6.8433	21.7027
Si	6.8029	9.5671	21.7435
Si	4.0712	12.2319	21.6887
Si	6.8075	14.9851	21.7188
Si	9.5307	1.3832	21.7274
Si	12.2553	4.0993	21.7705
Si	9.531	6.8473	21.7642
Si	12.2261	9.5388	21.7879
Si	9.5044	12.2679	21.7626
Si	12.2354	14.9728	21.793
Si	14.9492	1.3725	21.8167
Si	17.6829	4.0725	21.8017
Si	14.9476	6.8139	21.7987
Si	17.6805	9.4951	21.8229
Si	14.9509	12.2201	21.8183
Si	17.6625	14.9486	21.7834
Si	20.4015	1.3461	21.7639
Si	23.1272	4.0693	21.806
Si	20.4046	6.7635	21.8492
Si	23.1171	9.4636	21.7817
Si	20.3796	12.1963	21.7847
Si	23.1201	14.9275	21.7343
Si	25.8466	1.3567	21.7539
Si	28.5576	4.0632	21.7196
Si	25.839	6.7612	21.764
Si	28.5663	9.5018	21.7545
Si	25.8638	12.1735	21.7558
Si	28.5795	14.959	21.7412
Si	29.9578	0.0103	23.095
Si	-0.0156	2.7017	23.0624
Si	29.9286	5.4295	23.0494
Si	0.0218	8.1744	23.0175
Si	29.9348	10.8817	23.0967
Si	-0.0197	13.6102	23.0718
Si	2.6523	0.0537	23.0062
Si	5.4452	2.7879	23.0797
Si	2.7292	5.4932	23.0578
Si	5.4295	8.2091	23.0762
Si	2.7135	10.9056	23.0809
Si	5.4372	13.5888	23.0171
Si	8.175	0.0281	23.0758
Si	10.8847	2.7331	23.0977
Si	8.1498	5.4956	23.089
Si	10.8736	8.1955	23.1661
Si	8.1427	10.9282	23.135
Si	10.8438	13.6265	23.1391
Si	13.5768	0.0105	23.1776
Si	16.3199	2.7355	23.1762
Si	13.5742	5.4739	23.1617
Si	16.3051	8.1447	23.1856
Si	13.5647	10.8731	23.1841
Si	16.3212	13.5818	23.1631
Si	19.0283	0	23.1169
Si	21.7484	2.6958	23.1425
Si	19.0296	5.3927	23.2132
Si	21.7939	8.113	23.2071
Si	19.0419	10.839	23.1956
Si	21.764	13.5626	23.0923
Si	24.4712	-0.0201	23.0777
Si	27.2231	2.7117	23.1146
Si	24.5058	5.4168	23.1795
Si	27.2288	8.0978	23.1063
Si	24.5098	10.7909	23.1223
Si	27.25	13.5474	23.0732
Si	31.3027	14.9698	24.4784
Si	1.2991	1.3374	24.452
Si	31.2928	4.0941	24.3959
Si	1.3759	6.867	24.4046
Si	31.3034	9.4771	24.3932
Si	1.3258	12.2548	24.4266
Si	4.0244	14.9722	24.2428
Si	6.8291	1.4148	24.3926
Si	4.101	4.1818	24.4297
Si	6.7894	6.8688	24.4396
Si	4.0829	9.5657	24.4505
Si	6.7738	12.3129	24.478
Si	9.4734	14.9872	24.4995
Si	12.1545	1.3539	24.5241
Si	9.5524	4.1521	24.4059
Si	12.2226	6.8358	24.5527
Si	9.4892	9.5597	24.5083
Si	12.1779	12.2634	24.5104
Si	14.9608	14.9541	24.5129
Si	17.7008	1.3615	24.5164
Si	14.9276	4.1075	24.5121
Si	17.6275	6.7458	24.5583
Si	14.9289	9.4988	24.5474
Si	17.6797	12.2223	24.5449
Si	20.3956	14.9347	24.4261
Si	23.1124	1.3188	24.4667
Si	20.3964	4.0048	24.5723
Si	23.1609	6.7522	24.5977
Si	20.4067	9.4566	24.5644
Si	23.1266	12.1749	24.4189
Si	25.8576	14.9121	24.3558
Si	28.635	1.3889	24.4567
Si	25.8886	4.0509	24.5255
Si	28.5931	6.7347	24.4646
Si	25.8802	9.4167	24.49
Si	28.6334	12.2627	24.4979
Si	32.6064	-0.0186	25.921
Si	2.6828	2.7883	25.6641
Si	0.018	5.4813	25.7008
Si	2.7153	8.2139	25.8057
Si	-0.0181	10.8342	25.7614
Si	2.6751	13.7283	25.6722
Si	5.389	-0.0274	25.5504
Si	8.2107	2.8097	25.7322
Si	5.4305	5.5817	25.8358
Si	8.1003	8.2163	25.8538
Si	5.4209	10.9412	25.8194
Si	8.0681	13.7079	25.8879
Si	10.7757	-0.0024	25.9319
Si	13.5281	2.7502	25.8058
Si	10.8023	5.5044	25.8782
Si	13.6136	8.1293	25.9624
Si	10.8083	10.9269	25.8969
Si	13.5276	13.6434	25.8486
Si	16.3647	-0.0221	25.8481
Si	19.023	2.665	25.9869
Si	16.2443	5.4198	25.9701
Si	19.0154	8.0672	25.9032
Si	16.2439	10.9053	25.8908
Si	19.1115	13.5871	25.8429
Si	21.7057	-0.0307	25.8025
Si	24.5097	2.6416	25.8145
Si	21.7794	5.3431	25.925
Si	24.6129	8.0434	25.9767
Si	21.8246	10.8412	25.859
Si	24.4861	13.5698	25.7038
Si	27.286	-0.1094	25.6583
Si	29.9662	2.8153	25.8428
Si	27.2988	5.3802	25.9082
Si	30.0017	8.0825	25.7618
Si	27.2584	10.8321	25.7493
Si	30.0111	13.6333	25.9175
Si	31.2728	1.4635	27.2206
Si	1.4099	4.1909	27.0311
Si	31.322	6.7049	27.1665
Si	1.375	9.566	27.1682
Si	31.3856	12.1891	27.2213
Si	1.4009	14.9488	27.2616
Si	4.0845	1.3689	26.8274
Si	6.8508	4.1757	27.0604
Si	4.0801	6.9539	27.2445
Si	6.7514	9.5789	27.2247
Si	3.9915	12.3825	27.0105
Si	6.6061	15.1139	27.1566
Si	9.3813	1.422	27.2381
Si	12.1725	4.1123	27.1794
Si	9.4018	6.8548	27.2679
Si	12.2287	9.5613	27.2101
Si	9.387	12.2981	27.246
Si	12.182	14.9512	27.2824
Si	14.8897	1.3336	27.0759
Si	17.5438	3.9917	27.3196
Si	14.9136	6.7404	27.4517
Si	17.6266	9.5003	27.1703
Si	14.8441	12.3114	27.2362
Si	17.7701	14.9401	27.2171
Si	20.3883	1.2239	27.3205
Si	23.165	3.9368	27.2497
Si	20.3167	6.6132	27.2817
Si	23.2404	9.5095	27.2103
Si	20.5235	12.2711	27.2141
Si	23.1129	14.9148	27.0497
Si	25.9747	1.2304	26.9953
Si	28.6332	4.0761	27.3769
Si	24.7956	4.8716	28.6857
Si	28.6673	9.4708	27.0517
Si	25.8796	12.2356	27.0129
Si	28.6059	15.0362	27.2229
Si	29.3733	0.6567	28.4361
Si	0.1199	2.8566	28.4507
Si	30.072	5.426	28.8078
Si	0.1008	8.0591	28.4537
Si	29.9784	10.7883	28.508
Si	0.6244	12.9842	28.4716
Si	2.8173	0.1773	28.3722
Si	5.6718	2.4857	28.1014
Si	2.9227	5.3229	28.4783
Si	5.109	8.6247	28.6318
Si	2.4331	11.3168	28.377
Si	5.209	13.7385	28.4964
Si	7.3621	0.7295	28.315
Si	10.8857	2.6822	28.5144
Si	8.1318	5.3712	28.647
Si	10.7546	8.3173	28.5242
Si	7.9647	10.9972	28.6461
Si	10.7854	13.5914	28.6286
Si	13.5949	0.0491	28.5296
Si	16.1502	2.5575	28.5965
Si	13.5236	5.2528	28.756
Si	16.2948	8.2387	28.6922
Si	13.4743	10.9699	28.6319
Si	16.2683	13.6995	28.5011
Si	19.0704	-0.1341	28.7977
Si	21.913	2.4652	28.6097
Si	18.9691	5.1529	28.755
Si	21.7729	8.0999	28.3659
Si	19.0116	10.9474	28.3945
Si	21.9334	13.6177	28.6058
Si	24.6446	-0.1813	28.2784
Si	27.4662	2.2831	28.4711
Si	26.0034	6.6212	27.3959
Si	27.4557	8.1481	28.563
Si	24.6321	10.9442	28.5226
Si	27.27	13.4955	28.4228
Si	1.2736	11.0809	33.3559
Si	2.1205	2.1389	29.4502
Si	31.7631	4.2411	30.1074
Si	1.3356	6.4837	29.7711
Si	31.0706	9.118	29.735
Si	32.3241	14.3821	30.9391
Si	4.0987	15.3102	29.8923
Si	6.9209	0.2254	30.5006
Si	4.1114	3.5089	29.5617
Si	6.2447	6.7523	30.9074
Si	4.2318	10.546	29.7855
Si	6.1836	12.0685	29.7971
Si	9.365	14.8697	31.0366
Si	12.5501	1.7017	29.8375
Si	9.6856	4.1256	29.8684
Si	12.0452	6.1556	30.3629
Si	9.5849	9.7982	29.8805
Si	11.8342	11.9927	30.0241
Si	15.3647	15.4511	29.7936
Si	17.1373	0.8452	29.8621
Si	14.3741	3.3981	29.9588
Si	17.8633	7.5059	30.3028
Si	15.1642	9.9284	29.8566
Si	17.4665	12.1222	29.7036
Si	20.6786	14.9176	30.1486
Si	23.6563	1.2915	29.7312
Si	20.3768	3.6516	29.9446
Si	23.839	6.419	30.0831
Si	20.2898	9.4011	29.5384
Si	23.8248	12.7817	29.8174
Si	25.6044	14.5092	29.6719
Si	30.0886	0.0177	30.5225
Si	25.5929	2.8826	30.004
Si	29.3086	7.415	29.9296
Si	26.4717	9.9934	29.6363
Si	28.1415	11.7155	29.6935
Si	2.0702	1.2393	0.9268
Si	5.743	7.3655	1.4863
Si	28.8213	11.7137	37.4085
Si	31.1998	0.5012	37.7664
Si	2.45	15.3889	31.5917
Si	31.975	9.4994	31.8868
Si	12.9935	12.5865	32.914
Si	10.1771	13.1686	0.9367
Si	6.5099	13.4157	35.0512
Si	3.7718	9.8858	31.9929
Si	4.5286	0.0578	0.1629
Si	12.0723	6.1325	2.1631
Si	20.6641	10.4828	32.2805
Si	14.8852	4.0728	33.0865
Si	12.8405	6.3023	33.4419
Si	14.2677	8.91	34.5727
Si	25.1316	14.1155	0.1763
Si	14.0774	15.3758	32.6407
Si	15.2991	1.1975	34.4431
Si	17.8244	9.0851	32.9164
Si	22.7649	2.1739	33.1186
Si	22.077	5.0736	31.9622
Si	20.5041	10.8126	36.9965
Si	17.6714	4.6149	34.0541
Si	22.4764	-0.1559	31.321
Si	27.0371	3.3434	1.4132
Si	10.1623	2.5984	36.8266
Si	25.2958	7.5614	33.9065
Si	25.3409	8.7758	31.2243
Si	29.685	10.0762	0.5503
Si	25.8126	2.4435	32.369
Si	31.7768	14.4185	33.9475
Si	29.2837	8.4139	32.7419
Si	7.8325	12.8072	32.3869
Si	21.7703	12.9855	35.2569
Si	27.272	-0.3942	32.0038
Si	2.5263	2.8685	37.5887
Si	8.9829	0.0186	0.1705
Si	30.4032	11.8091	34.8356
Si	1.5968	7.6688	36.5693
Si	28.3298	11.2939	32.6406
Si	30.2494	0.721	34.7035
Si	0.505	5.004	36.6779
Si	11.8167	0.9972	0.0992
Si	4.5726	2.1241	35.2941
Si	6.6942	8.4911	37.7186
Si	8.9879	13.7511	36.7598
Si	10.1079	2.7349	33.8031
Si	8.4722	10.5746	0.9091
Si	11.5661	0.7719	31.7832
Si	8.593	7.9548	32.357
Si	13.8722	10.3676	0.7883
Si	4.2602	15.4036	35.7423
Si	20.722	0.2952	0.0633
Si	9.9213	4.9955	38.5972
Si	26.2581	4.8567	34.4086
Si	21.8256	3.3848	35.723
Si	23.4561	9.6523	33.2204
Si	20.3974	5.8158	34.3943
Si	18.5988	2.1657	32.1833
Si	18.3744	0.7293	34.7017
Si	25.3203	8.5418	38.2729
Si	22.4915	7.4125	38.4314
Si	28.0711	7.2104	37.5774
Si	15.955	2.5841	0.1492
Si	23.024	14.9493	37.14
Si	25.1485	0.6236	36.1482
Si	1.9522	13.9913	34.1315
Si	1.9144	1.9031	32.5489
Si	31.5273	2.144	32.4375
Si	0.1317	10.0313	35.7625
Si	25.5333	11.9177	34.117
Si	27.8569	14.4501	37.5829
Si	31.2796	3.4766	38.499
Si	1.588	11.6613	37.9928
Si	6.8259	1.9133	0.5434
Si	5.3884	10.6355	34.5385
Si	1.7945	5.8401	34.3353
Si	27.6015	15.7318	34.8328
Si	15.7976	14.0994	1.2961
Si	4.9658	4.1782	31.7659
Si	1.3064	6.8534	2.9231
Si	7.0743	3.1602	36.7903
Si	7.7581	2.7785	32.0916
Si	0.5706	15.0093	0.1267
Si	13.1474	11.0329	36.5178
Si	9.9949	5.8584	33.9727
Si	10.7584	12.0952	35.1736
Si	3.8323	9.782	37.0393
Si	3.5315	3.3652	33.548
Si	20.8302	7.6354	36.7618
Si	19.7046	2.1351	37.1799
Si	17.7353	11.9115	36.1411
Si	8.0702	6.1308	36.548
Si	8.3515	10.3493	34.1447
Si	16.9668	8.8962	35.7228
Si	15.1341	13.304	37.0567
Si	28.5294	5.0058	0.499
Si	19.5773	13.3612	31.634
Si	15.017	10.1397	32.7826
Si	23.5318	13.4901	32.7247
Si	14.3749	-0.0058	37.0329
Si	18.1671	7.0327	37.9667
Si	24.5938	3.4772	36.459
Si	27.8452	7.1687	35.2158
Si	25.4142	2.3136	0.1386
Si	25.7779	11.2497	37.1652
Si	1.8627	7.5193	31.7833
Si	31.2646	1.3151	10.8281
Si	1.3546	4.06	10.8794
Si	31.2664	6.7869	10.8677
Si	1.3611	9.538	10.8757
Si	31.2647	12.2324	10.8427
Si	1.3468	14.9516	10.8577
Si	4.088	1.3448	10.8809
Si	6.8359	4.0711	10.9197
Si	4.0955	6.7994	10.8891
Si	6.8164	9.5526	10.8946
Si	4.0773	12.2462	10.8791
Si	6.8031	14.9621	10.9053
Si	9.5212	1.3666	10.9332
Si	12.2708	4.0953	10.9134
Si	9.5617	6.7976	10.8983
Si	12.2449	9.5336	10.9193
Si	9.5171	12.2805	10.903
Si	12.2555	15.0097	10.9058
Si	14.9486	1.3791	10.8559
Si	17.6428	4.0841	10.9188
Si	14.9614	6.8285	10.9329
Si	17.6933	9.5726	10.8857
Si	14.9904	12.275	10.888
Si	17.6721	14.973	10.8555
Si	20.4031	1.3464	10.8817
Si	23.1263	4.0744	10.8569
Si	20.3788	6.8471	10.9133
Si	23.0964	9.5088	10.8887
Si	20.3831	12.2447	10.8602
Si	23.1288	14.9249	10.8632
Si	25.8579	1.323	10.8644
Si	28.5535	4.0325	10.8529
Si	25.8188	6.76	10.8758
Si	28.549	9.5199	10.8512
Si	25.8471	12.2363	10.8412
Si	28.5834	14.9292	10.8275
Si	29.9168	-0.0272	12.2101
Si	32.6177	2.6906	12.2044
Si	29.9012	5.418	12.2112
Si	-0.0045	8.1557	12.2146
Si	29.9117	10.872	12.2129
Si	-0.0123	13.5883	12.2109
Si	2.7131	-0.011	12.2242
Si	5.4458	2.7119	12.2452
Si	2.7197	5.434	12.2285
Si	5.4552	8.1729	12.2383
Si	2.7219	10.8867	12.2381
Si	5.4358	13.6031	12.2469
Si	8.1617	0.0002	12.2716
Si	10.8978	2.7373	12.2662
Si	8.1935	5.4468	12.2599
Si	10.8964	8.167	12.273
Si	8.168	10.9096	12.2597
Si	10.8997	13.6259	12.2529
Si	13.6093	0.0417	12.2614
Si	16.3011	2.7118	12.2615
Si	13.6141	5.4559	12.2843
Si	16.3414	8.1951	12.2544
Si	13.6279	10.9013	12.2473
Si	16.3354	13.6264	12.2558
Si	19.0391	-0.0099	12.2376
Si	21.7593	2.7217	12.2275
Si	19.0212	5.4571	12.251
Si	21.7519	8.1694	12.2761
Si	19.0417	10.9097	12.2611
Si	21.7601	13.5807	12.2298
Si	24.4743	-0.0184	12.2214
Si	27.2004	2.6889	12.2303
Si	24.4697	5.4132	12.2479
Si	27.1831	8.1507	12.2077
Si	24.476	10.8821	12.2152
Si	27.2032	13.593	12.2032
Si	31.2746	14.9456	13.577
Si	1.351	1.3544	13.5741
Si	31.2667	4.0621	13.5676
Si	1.356	6.7985	13.5772
Si	31.2719	9.5127	13.5718
Si	1.3517	12.2433	13.5821
Si	4.0744	14.9649	13.5947
Si	6.8038	1.3664	13.6167
Si	4.0841	4.0816	13.5889
Si	6.8187	6.8141	13.5963
Si	4.0854	9.5269	13.5913
Si	6.8012	12.2563	13.6127
Si	9.5364	14.9718	13.6211
Si	12.2521	1.3835	13.632
Si	9.5425	4.0935	13.6278
Si	12.2548	6.8148	13.6379
Si	9.5315	9.5397	13.6099
Si	12.26	12.2571	13.6059
Si	14.9683	14.9833	13.6107
Si	17.681	1.3528	13.6065
Si	14.9676	4.084	13.6339
Si	17.6795	6.818	13.6216
Si	14.9762	9.5416	13.6198
Si	17.6831	12.2605	13.6248
Si	20.4007	14.947	13.5978
Si	23.1136	1.3478	13.5855
Si	20.3931	4.0809	13.5925
Si	23.1108	6.7831	13.6071
Si	20.3932	9.5356	13.6225
Si	23.1179	12.2276	13.5971
Si	25.8376	14.9439	13.5779
Si	28.5603	1.3323	13.5818
Si	25.8362	4.0507	13.5924
Si	28.5432	6.787	13.569
Si	25.8253	9.5083	13.5768
Si	28.5477	12.2277	13.5731
Si	-0.0078	-0.0052	14.9318
Si	2.7136	2.7202	14.9337
Si	-0.012	5.4326	14.9235
Si	2.7193	8.1612	14.9345
Si	-0.0082	10.8733	14.9302
Si	2.7118	13.6043	14.9423
Si	5.4377	0.0044	14.9576
Si	8.1711	2.7303	14.9697
Si	5.451	5.4461	14.9408
Si	8.1733	8.1749	14.9606
Si	5.4407	10.8892	14.9553
Si	8.1699	13.6121	14.9695
Si	10.8924	0.0144	14.9808
Si	13.61	2.7329	14.9979
Si	10.8968	5.4535	14.9908
Si	13.6215	8.1773	14.9853
Si	10.9008	10.8944	14.9661
Si	13.6136	13.6159	14.9715
Si	16.329	0.0041	14.9832
Si	19.0408	2.7186	14.9637
Si	16.3297	5.4494	14.9852
Si	19.0397	8.1686	14.9845
Si	16.3285	10.8956	14.9877
Si	19.0489	13.602	14.9865
Si	21.756	-0.008	14.9593
Si	24.47	2.6997	14.9546
Si	21.7474	5.4301	14.9676
Si	24.4719	8.1507	14.9529
Si	21.7612	10.879	14.9781
Si	24.4768	13.5911	14.9521
Si	27.1897	-0.0166	14.9414
Si	29.91	2.7086	14.9353
Si	27.1886	5.4279	14.94
Si	29.9064	8.1503	14.9269
Si	27.1861	10.8688	14.9371
Si	29.9075	13.5881	14.9309
Si	31.2718	1.353	16.2902
Si	1.3529	4.0832	16.2856
Si	31.268	6.7925	16.2856
Si	1.355	9.5186	16.2892
Si	31.2691	12.2306	16.2857
Si	1.355	14.9673	16.2949
Si	4.0769	1.3721	16.3012
Si	6.8094	4.0986	16.3142
Si	4.0866	6.8074	16.2893
Si	6.8107	9.5362	16.3082
Si	4.0773	12.2537	16.3019
Si	6.806	14.9752	16.3182
Si	9.5309	1.3764	16.3341
Si	12.2542	4.0955	16.3526
Si	9.5319	6.8224	16.3294
Si	12.2563	9.5382	16.3377
Si	9.5371	12.2531	16.3217
Si	12.255	14.972	16.3346
Si	14.9727	1.3649	16.3467
Si	17.6913	4.0813	16.3386
Si	14.9735	6.8098	16.3495
Si	17.6809	9.5243	16.3494
Si	14.9647	12.2546	16.3439
Si	17.6812	14.9578	16.3461
Si	20.3957	1.3522	16.329
Si	23.1092	4.0625	16.3169
Si	20.3955	6.7938	16.3366
Si	23.1135	9.5016	16.3278
Si	20.4008	12.2305	16.3475
Si	23.116	14.948	16.3223
Si	25.8304	1.3385	16.3096
Si	28.5493	4.0688	16.2978
Si	25.8276	6.7826	16.3065
Si	28.5477	9.508	16.2935
Si	25.829	12.2218	16.3111
Si	28.5461	14.9412	16.295
Si	29.9026	-0.0071	17.6399
Si	-0.0062	2.7197	17.6407
Si	29.9108	5.4343	17.6521
Si	-0.0101	8.1569	17.6426
Si	29.9101	10.8731	17.6483
Si	-0.0104	13.5986	17.6339
Si	2.7176	0.0099	17.6524
Si	5.4401	2.7364	17.6576
Si	2.7167	5.4515	17.637
Si	5.4503	8.1669	17.6472
Si	2.7147	10.8861	17.6426
Si	5.4376	13.6161	17.6636
Si	8.1651	0.0152	17.6812
Si	10.8915	2.7333	17.6997
Si	8.1704	5.4599	17.6768
Si	10.8926	8.1787	17.6924
Si	8.1704	10.8952	17.6701
Si	10.8961	13.6087	17.6877
Si	13.6125	0.0038	17.7035
Si	16.3308	2.7259	17.7043
Si	13.6134	5.4538	17.7122
Si	16.3303	8.1632	17.7199
Si	13.6101	10.8932	17.7089
Si	16.3221	13.6014	17.7156
Si	19.0367	-0.003	17.7036
Si	21.7549	2.7117	17.6924
Si	19.0428	5.4387	17.7106
Si	21.7557	8.1446	17.6996
Si	19.0417	10.8696	17.7177
Si	21.7642	13.5871	17.6998
Si	24.4778	-0.0161	17.6854
Si	27.1858	2.7093	17.6589
Si	24.465	5.4259	17.6734
Si	27.1908	8.1431	17.6572
Si	24.4743	10.8599	17.6825
Si	27.192	13.5835	17.665
Si	31.2631	14.9517	18.9846
Si	1.3599	1.3743	19.0013
Si	31.2741	4.0724	19.0025
Si	1.3551	6.8024	18.9993
Si	31.2752	9.5198	19.0037
Si	1.353	12.2494	18.9922
Si	4.078	14.9808	19.018
Si	6.7971	1.3821	19.0247
Si	4.0814	4.1094	19.0006
Si	6.8151	6.8321	19.0243
Si	4.0854	9.5281	18.9871
Si	6.8038	12.2589	19.0146
Si	9.5353	14.9761	19.033
Si	12.2587	1.3747	19.0561
Si	9.5295	4.1054	19.042
Si	12.2462	6.8175	19.0608
Si	9.5294	9.5464	19.0401
Si	12.2468	12.2538	19.0665
Si	14.9563	14.9593	19.0777
Si	17.6742	1.3551	19.0708
Si	14.9778	4.0906	19.0682
Si	17.6884	6.7973	19.0854
Si	14.9646	9.5262	19.0743
Si	17.6719	12.2267	19.0763
Si	20.3921	14.9417	19.0561
Si	23.1203	1.3508	19.0468
Si	20.403	4.0734	19.068
Si	23.1083	6.7721	19.0549
Si	20.3958	9.4919	19.0757
Si	23.1177	12.2102	19.0577
Si	25.8408	14.9368	19.0405
Si	28.5468	1.3456	19.0089
Si	25.8264	4.0649	19.0256
Si	28.5517	6.791	19.019
Si	25.831	9.4858	19.0321
Si	28.5523	12.2227	19.0194
Si	-0.0159	-0.0018	20.3231
Si	2.7171	2.7542	20.3504
Si	0.0023	5.4298	20.3558
Si	2.7202	8.1802	20.3385
Si	-0.0049	10.8952	20.3507
Si	2.7097	13.6087	20.3522
Si	5.4304	0.03	20.3825
Si	8.1611	2.744	20.3802
Si	5.4432	5.4733	20.3586
Si	8.1685	8.1964	20.3966
Si	5.4416	10.8838	20.3484
Si	8.1638	13.6184	20.3746
Si	10.898	0.0086	20.3999
Si	13.6173	2.733	20.424
Si	10.8833	5.4611	20.4172
Si	13.5947	8.1763	20.4325
Si	10.8755	10.9007	20.4187
Si	13.6022	13.5968	20.4477
Si	16.3041	0.005	20.4406
Si	19.0359	2.7163	20.4237
Si	16.322	5.4459	20.4486
Si	19.0524	8.1348	20.4682
Si	16.3219	10.866	20.4557
Si	19.0322	13.5835	20.4301
Si	21.7575	-0.0153	20.3982
Si	24.475	2.718	20.4111
Si	21.758	5.425	20.447
Si	24.4769	8.123	20.4064
Si	21.7585	10.8456	20.4299
Si	24.4982	13.5582	20.4065
Si	27.201	-0.0092	20.3902
Si	29.911	2.7075	20.3552
Si	27.1906	5.4226	20.3761
Si	29.9182	8.1606	20.3661
Si	27.2067	10.8385	20.3748
Si	29.9145	13.6	20.3604
O	2.05	12.9497	2.796
O	8.3666	15.521	1.4427
O	16.8247	1.5379	3.4558
O	19.0726	2.7589	2.7861
O	15.821	4.928	2.8946
O	17.6185	6.7954	3.5943
O	19.3955	8.7743	3.0809
O	19.0509	11.5391	37.016
O	19.891	15.2742	0.4759
O	18.8263	13.8563	2.5043
O	20.7765	14.9123	3.6376
O	23.0944	16.065	2.7729
O	23.1784	2.3398	2.9988
O	15.1497	-0.0848	33.4723
O	21.8275	5.1922	2.7667
O	23.2775	7.3186	3.1622
O	21.3988	11.5136	35.8388
O	21.7635	11.1394	2.4489
O	26.2657	15.4477	2.8883
O	21.5139	0.8649	4.5766
O	28.7235	-0.3256	31.3105
O	32.5459	10.9388	32.4584
O	0.1636	13.1272	30.0485
O	5.6077	7.9345	30.0361
O	7.8249	15.3336	31.0468
O	7.191	5.9176	29.894
O	11.5682	7.5733	29.7551
O	9.8248	14.6128	29.5104
O	18.1669	5.9266	30.0078
O	22.5641	7.1764	29.4637
O	25.1721	5.939	33.8422
O	6.4963	3.7783	32.2443
O	23.8664	-0.3159	36.2834
O	5.0853	5.8103	31.5534
O	28.7396	10.8565	1.6302
O	1.1425	11.5718	0.8016
O	3.1552	4.2851	0.1542
O	0.6335	8.5442	31.9726
O	30.7942	15.6916	33.9835
O	5.3492	-0.1699	30.5712
O	25.9111	0.8292	37.5627
O	10.7982	5.1227	30.5354
O	6.6842	12.6763	31.2504
O	9.2381	13.4707	31.8642
O	12.9134	-0.1288	37.7275
O	9.7046	13.1079	38.0562
O	13.093	8.9718	1.0236
O	9.0736	8.8201	31.0828
O	10.7148	10.86	30.4517
O	6.643	7.9284	0.2939
O	14.7696	3.8634	31.485
O	14.778	14.9617	31.2462
O	23.7716	14.5055	38.5061
O	18.3867	15.4713	35.0554
O	17.484	7.8925	31.8466
O	16.3475	11.0303	30.1817
O	20.7345	4.4396	35.1807
O	18.2134	3.4115	33.1254
O	28.4062	9.7094	32.3053
O	21.1344	4.8967	30.6761
O	23.406	5.8768	31.5509
O	19.02	0.9968	33.2293
O	24.0285	7.6268	38.0198
O	0.2048	5.4295	30.399
O	7.1084	1.432	31.532
O	9.1747	9.2866	1.5833
O	1.7542	1.5843	38.1918
O	29.0196	8.2534	38.4175
O	13.6714	7.5449	33.9956
O	11.7619	13.0848	1.3275
O	7.827	9.6006	38.0904
O	15.4244	8.4691	35.6149
O	7.2716	11.2609	1.7605
O	24.4543	5.2867	2.0679
O	8.1454	11.2903	32.8447
O	23.2868	15.0084	32.1904
O	27.3385	11.1017	37.5916
O	7.1508	4.7768	36.6165
O	4.4216	15.0531	1.0665
O	17.3794	5.6163	37.9205
O	31.7745	1.9693	38.2003
O	28.3635	12.1481	31.2667
O	27.305	7.9596	2.2734
O	2.9778	10.503	2.252
O	5.0166	10.1596	33.027
O	10.6014	16.2622	0.3579
O	29.0481	7.2975	31.5747
O	14.8448	13.7614	0.0246
O	4.7071	6.2485	0.9149
O	6.9174	10.1878	34.9127
O	9.4698	6.6338	32.6492
O	27.5205	15.0689	33.3633
O	16.2113	12.6662	1.9541
O	22.8381	13.6179	36.2695
O	3.9	15.569	37.3088
O	10.3396	-0.3091	31.6323
O	9.0112	6.1309	37.8822
O	8.9769	6.0555	35.2069
O	3.2435	8.3358	32.0838
O	21.6373	1.0474	1.1722
O	11.4775	6.3886	34.3042
O	29.9221	10.7256	38.0658
O	24.9644	13.3079	33.483
O	8.8427	3.3806	31.053
O	30.8408	0.7399	36.2005
O	0.9316	15.4324	30.9643
O	17.9301	10.6497	1.8111
O	31.7675	4.5669	37.3996
O	18.8275	3.3961	37.6651
O	22.4639	3.5982	32.443
O	17.2904	2.2011	0.9577
O	24.6948	3.121	38.034
O	24.3615	1.9449	32.9365
O	11.6489	11.6179	36.4364
O	31.8771	4.3719	1.3549
O	24.6899	2.0809	35.6525
O	32.2275	15.5256	37.8544
O	18.1944	12.7931	30.9945
O	4.2125	10.0541	35.4832
O	14.2581	11.5754	32.9316
O	0.4169	5.3337	35.0765
O	7.078	7.4485	32.1027
O	9.5666	10.9987	34.9913
O	31.0366	9.582	1.2833
O	23.4748	12.5126	31.4188
O	22.5196	6.553	0.6956
O	24.291	1.4066	0.9045
O	17.0205	10.5106	35.8116
O	24.9016	12.0861	38.2357
O	7.199	7.5175	36.4968
O	15.4916	10.2851	0.9109
O	2.8865	4.6504	34.3602
O	19.6585	6.7332	37.4353
O	0.1901	7.8756	2.2456
O	20.3989	9.2166	36.6841
O	18.3403	8.2333	0.8066
O	20.4569	13.91	35.2254
O	9.131	4.6272	1.0919
O	27.1007	13.0045	2.1815
O	26.3016	14.184	37.8705
O	30.8369	8.8634	32.862
O	25.5151	9.5845	1.2047
O	21.619	15.642	37.4644
O	29.6643	3.5299	38.5406
O	5.9841	0.1049	38.5617
O	28.8062	13.2095	38.0365
O	24.4062	10.799	33.8359
O	20.4062	12.0803	32.2196
O	8.7507	8.871	33.6702
O	14.8946	14.8406	36.5913
O	14.6109	9.4876	31.3354
O	13.3383	5.1209	1.9974
O	19.2812	9.7525	32.7051
O	19.228	1.5957	35.7444
O	16.6797	12.8536	36.9099
O	14.84	3.1783	1.1504
O	5.6837	13.3604	2.3748
O	18.8113	5.7782	34.0346
O	2.5181	14.1469	32.6219
O	31.4283	3.5349	31.5718
O	22.1232	9.148	0.816
O	19.2618	8.2738	30.0987
O	13.2431	9.8606	35.4055
O	2.273	7.1297	35.1915
O	6.1144	2.5377	35.6354
O	4.3881	0.5294	35.0234
O	9.6758	11.6328	0.9085
O	0.2204	8.5276	36.3673
O	17.5137	8.1532	37.0206
O	5.4285	12.2427	34.7608
O	25.7088	11.9663	35.7203
O	13.4162	10.4281	37.9749
O	5.2662	9.2713	37.6252
O	10.4727	4.0834	37.3807
O	26.9641	11.5801	33.4484
O	21.1262	10.9391	38.4933
O	23.8435	8.287	34.0521
O	2.7339	8.5964	37.2529
O	11.004	1.6414	37.8369
O	4.8693	8.6341	1.9942
O	27.6641	5.6354	34.6359
O	29.1685	11.8511	35.8579
O	6.4859	2.7291	38.2558
O	2.563	10.8759	32.432
O	25.7831	4.4014	35.8963
O	14.343	0.944	35.7261
O	10.6235	2.3535	35.292
O	28.2863	15.7253	38.4472
O	31.0433	1.0024	31.3915
O	1.1739	9.9667	34.5231
O	31.0107	15.0203	30.249
O	16.2313	3.2179	37.6719
O	26.1314	-0.0194	35.0867
O	30.1472	15.6937	1.7158
O	1.6659	2.3	31.0062
O	21.9774	0.9401	32.4305
O	13.4675	11.319	2.0354
O	5.6943	14.7087	35.523
O	12.4269	12.6524	31.3931
O	17.3518	1.5389	31.3518
O	21.2704	5.9071	33.055
O	2.225	6.0421	1.8366
O	12.6169	6.4512	31.8451
O	7.3025	13.6706	33.6544
O	28.2287	5.6394	37.9902
O	32.3281	14.3452	1.3248
O	21.2363	2.6343	37.0227
O	26.0129	8.1594	32.572
O	1.4592	12.4553	34.1909
O	7.5951	13.0858	36.228
O	31.2226	13.203	34.8568
O	29.025	5.8755	1.7932
O	10.0625	13.5296	35.5463
O	3.0978	14.4568	35.1462
O	13.586	14.0219	33.3642
O	16.657	10.2227	32.8353
O	26.3802	3.6004	33.3855
O	15.3675	0.7044	38.0981
O	31.9278	13.9022	32.4217
O	21.0978	10.031	30.8003
O	1.6833	15.9946	0.752
O	1.3212	13.2832	37.9949
O	30.5919	2.0114	33.7704
O	8.5454	2.4901	36.7085
O	23.1736	4.1808	36.14
O	19.6202	0.908	38.2162
O	14.8989	2.6064	33.7692
O	19.1699	14.2568	32.9159
O	16.2141	4.9569	33.4289
O	13.6198	4.9003	33.6616
O	1.1489	6.3291	37.3926
O	18.599	0.2103	2.2239
O	3.7123	1.2125	0.9865
O	21.8871	10.0495	33.2683
O	19.7028	2.6642	31.0954
O	11.2139	6.1426	0.7696
O	12.7813	-0.011	32.4849
O	0.6039	11.088	36.8681
O	26.3662	7.8879	35.0874
O	1.6308	6.2849	32.8088
O	8.6376	15.2595	37.2796
O	22.1818	2.2682	34.6135
O	23.9088	9.4216	31.677
O	26.1812	15.1776	31.0745
O	17.7932	8.4504	34.4058
O	16.8562	1.2593	34.8444
O	20.8959	7.0977	35.2394
O	3.7265	2.4271	36.6392
O	26.7771	1.1233	32.3531
O	3.1253	11.1339	37.6716
O	28.0345	14.6884	35.9886
O	25.0291	7.4921	30.282
O	17.1803	14.8277	0.7808
O	26.5618	7.5954	37.9633
O	10.2151	4.3184	33.5871
O	28.8924	7.8927	34.2147
O	0.3702	1.8977	33.0808
O	8.4021	1.5137	0.3574
O	11.7519	12.2	33.8914
O	11.0544	1.9552	32.7581
O	14.1918	12.2582	36.2532
O	29.6926	11.6646	33.4032
O	25.1821	9.7598	37.2242
O	2.6008	0.4199	32.5109
O	18.1589	12.7634	34.8286
O	1.4666	3.7253	36.7613
O	8.537	2.4204	33.4735
O	0.6188	14.8692	34.4405
O	22.4115	13.0001	33.7796
O	31.3357	10.5427	35.2271
O	28.6431	0.6455	34.8174
O	17.4316	4.2575	35.607

Results
total energy: -211709.157 eV
total energy less fixed offsets of O -438.35, Si -107.03 eV per atom: -4.037 eV

Forces (eV/angstrom), in the order of the atoms: element, x, y, z
Si	0.1128	-0.07	0.765
Si	-0.0338	-0.0182	-0.1042
Si	-0.0043	-0.2879	0.4372
Si	0.2019	-0.2797	0.5168
Si	-0.1492	0.0863	0.6902
Si	0.3867	0.2295	0.4364
Si	-0.2595	0.3316	0.6332
Si	-0.0298	0.0241	0.053
Si	0.0227	-0.0035	-0.0568
Si	0.0174	-0.0033	-0.043
Si	0.0156	-0.0568	0.6845
Si	0.1424	-0.0793	0.6602
Si	0.3249	-0.2595	0.2473
Si	0.0119	-0.082	0.0248
Si	-0.1127	0.0333	0.5414
Si	-0.1772	-0.0694	0.3048
Si	0.3178	-0.0746	0.4868
Si	-0.2426	0.1662	0.621
Si	0.011	0.0761	-0.0397
Si	-0.089	0.0708	0.0375
Si	-0.0881	-0.3858	0.6278
Si	0.6479	0.2709	-0.2785
Si	-0.2621	-0.217	0.4419
Si	-0.0862	-0.1333	0.0089
Si	-0.0709	-0.0702	0.043
Si	0.0734	0.1111	0.0355
Si	0.023	0.1127	0.0196
Si	0.0519	-0.0421	-0.0128
Si	-0.7408	-0.2855	0.057
Si	-0.6108	-0.1946	-0.1641
Si	-0.0079	-0.1311	-0.0214
Si	0.291	0.7345	0.0032
Si	0.3058	-0.3141	0.3301
Si	0.0311	-0.0343	0.5957
Si	-0.2075	0.048	0.5726
Si	0.2432	0.0358	0.5692
Si	0.002	-0.0309	-0.017
Si	0.0094	0.0268	0.0697
Si	0.0065	0.0109	-0.0009
Si	-0.0153	-0.0132	-0.0253
Si	0.0235	0.0063	-0.0721
Si	-0.3287	-0.23	0.4613
Si	-0.0125	0.0194	-0.0748
Si	0.0404	0.0497	-0.1016
Si	-0.0194	0.0347	0.0205
Si	-0.0088	0.0713	0.0134
Si	0.005	-0.0047	-0.005
Si	-0.0404	-0.0208	-0.0164
Si	-0.0306	0.0299	-0.0195
Si	0.0027	0.1015	-0.0969
Si	-0.0731	0.0657	-0.0369
Si	0.0386	0.0109	0.0226
Si	0.032	-0.0458	-0.0636
Si	0.0035	-0.0413	-0.0203
Si	-0.1534	-0.4506	0.1386
Si	0.2061	0.1845	0.4925
Si	-0.135	-0.0817	0.6292
Si	0.0671	0.0915	0.5857
Si	-0.0253	0.0331	-0.0343
Si	-0.2401	-0.2464	0.725
Si	0.3259	-0.2858	0.3149
Si	0.438	0.2006	0.3401
Si	-0.184	-0.0741	0.4691
Si	0.3878	0.2974	0.1862
Si	0.2127	0.0666	0.5479
Si	-0.0396	-0.04	-0.021
Si	0.3859	0.409	0.3739
Si	0.0476	0.0479	0.0352
Si	-0.0443	0.0221	0.0305
Si	0.0363	0.0329	-0.0098
Si	0.0089	-0.025	0.0117
Si	-0.0419	-0.0076	0.002
Si	0.0199	0.0265	-0.0065
Si	0.025	-0.0229	-0.0014
Si	-0.024	-0.0012	0.0007
Si	0.0092	0.0071	0.0191
Si	-0.0133	-0.0267	0.0089
Si	0.0065	-0.0272	-0.0085
Si	0.0066	-0.011	-0.0207
Si	0.0195	0.0033	-0.0105
Si	-0.0266	0.0014	0.0335
Si	0.0037	-0.0177	-0.0149
Si	-0.0639	0.0649	-0.0005
Si	-0.0583	-0.0091	0.0393
Si	0.0303	-0.0485	-0.0321
Si	0.0031	-0.0315	-0.0432
Si	0.0126	-0.012	0.0167
Si	-0.0146	-0.0162	-0.0332
Si	0.0249	0.0172	0.0552
Si	-0.0362	0.0371	-0.0233
Si	0.0203	0.0589	0.0017
Si	-0.0211	-0.0159	-0.0181
Si	0.0351	0.0215	-0.0224
Si	0.0382	-0.0176	-0.0498
Si	-0.0096	-0.0374	-0.0097
Si	-0.0201	-0.0369	-0.0033
Si	-0.4095	0.2206	0.3552
Si	-0.0728	0.0425	-0.0008
Si	0.0261	-0.051	-0.0257
Si	-0.0178	0.0294	-0.0513
Si	-0.0421	-0.0061	-0.0825
Si	0.0273	-0.0707	-0.0008
Si	0.005	0.0068	0.0137
Si	-0.0108	-0.0413	-0.0143
Si	0.021	0.0313	0.004
Si	-0.0047	-0.025	0.0416
Si	-0.0169	0.0626	0.0574
Si	0.0005	-0.0243	-0.0273
Si	-0.0336	-0.0116	-0.0121
Si	-0.0303	-0.0105	-0.0266
Si	-0.009	0.0074	0.0209
Si	0.0212	0.0046	-0.0035
Si	0.0289	-0.0003	-0.0169
Si	0.0139	-0.0022	-0.0084
Si	-0.0298	-0.024	0.0198
Si	0.0117	-0.0423	-0.0512
Si	0.0322	0.0169	0.0147
Si	0.0168	-0.0151	-0.0097
Si	0.0165	-0.0283	-0.0104
Si	-0.0047	0.0378	-0.0329
Si	0.0267	-0.0052	0.0066
Si	-0.0485	0.0306	0.0348
Si	0.0585	0.0083	0.0226
Si	-0.023	0.0448	-0.0044
Si	-0.0149	0.0198	0.0052
Si	-0.0143	0.0129	-0.0044
Si	-0.0099	-0.0336	-0.0133
Si	0.0242	0.0145	-0.0001
Si	-0.0071	0.0067	0.0074
Si	-0.0254	-0.0161	-0.0277
Si	0.0214	0.0273	0.0014
Si	0.0132	0.0333	0.0284
Si	0.0318	-0.0221	-0.0019
Si	-0.0233	0.0039	-0.008
Si	0.0246	-0.0176	0.0159
Si	0.0191	-0.0077	0.036
Si	0.0199	0.0157	-0.0137
Si	-0.0245	0.0061	0.0355
Si	-0.0011	0.0649	0.0363
Si	-0.0091	-0.0071	-0.0248
Si	0.0273	-0.0062	-0.0191
Si	-0.0009	0.014	-0.0268
Si	0.0084	-0.0103	0.0241
Si	0.0078	-0.0018	-0.0029
Si	0.0237	0.0137	0.0058
Si	0.0375	0.0129	0.0265
Si	0.0249	-0.0121	0.0135
Si	-0.0105	-0.0007	0.0087
Si	-0.0234	-0.0313	0.0118
Si	-0.0157	0.0116	0.0002
Si	0.0044	-0.0042	0.0024
Si	-0.0005	-0.0002	-0.0111
Si	-0.0017	0.0159	0.0134
Si	-0.0042	-0.0025	0.0167
Si	0.0048	0.0048	-0.0108
Si	0.0021	0.009	-0.0315
Si	0.0234	0.0185	0.0078
Si	-0.0437	-0.0124	0.0157
Si	-0.0208	-0.0353	-0.0009
Si	0.0018	-0.0153	-0.0203
Si	0.0162	-0.0072	0.0088
Si	-0.0334	0.0054	0.0179
Si	0.0217	-0.0117	-0.036
Si	0.028	-0.0033	-0.0115
Si	-0.0369	-0.0146	-0.0011
Si	0.0119	-0.0186	0.0021
Si	-0.0164	-0.0817	-0.0233
Si	-0.0178	-0.0083	-0.0067
Si	-0.0047	0.0156	-0.0238
Si	0.0166	-0.0199	-0.0045
Si	-0.0405	0.0588	0.0203
Si	-0.0118	0.0254	0.0068
Si	0.0183	0.0076	0.0164
Si	-0.016	-0.0033	-0.0064
Si	-0.0078	0.0041	0.0053
Si	-0.0099	0.0071	-0.0119
Si	0.0416	-0.0173	-0.0377
Si	-0.0056	0.011	0.0174
Si	0.0218	-0.0083	-0.0045
Si	0.0051	0.0009	-0.0197
Si	-0.0058	-0.0013	-0.0061
Si	0.0048	-0.0144	0.0042
Si	-0.0063	-0.0024	-0.0052
Si	0.0025	-0.0058	-0.0009
Si	0.0004	0.0058	-0.0016
Si	0.0002	0.0049	0.005
Si	0.0011	-0.0123	0.002
Si	0.0102	0.0089	-0.0011
Si	0.0228	-0.0108	0.0133
Si	-0.0096	0.0124	0.0025
Si	-0.0137	0.0031	-0.0076
Si	-0.0213	0.0287	-0.0084
Si	0.0061	0.0036	0.0033
Si	0.0099	0.0214	-0.0111
Si	-0.0026	-0.0109	0.005
Si	0.0026	-0.0064	0.0057
Si	0.0024	-0.0117	0.0029
Si	0.0041	0.0063	0.0054
Si	0.0089	-0.0115	-0.0015
Si	-0.0073	0.0184	0.0162
Si	-0.0233	0.0002	0.0072
Si	0.0405	0.0181	0.0084
Si	0.0204	0.0313	0.0035
Si	0.0294	-0.011	-0.0008
Si	-0.0142	-0.003	0.0267
Si	0.0086	-0.0031	-0.0087
Si	-0.0059	-0.0013	0.0084
Si	-0.0065	-0.0212	-0.0058
Si	-0.0205	-0.0032	-0.0009
Si	0.0173	0.0115	0.0242
Si	0.0047	-0.0082	0.0176
Si	-0.0014	0.01	0.012
Si	0.0058	-0.0071	-0.0018
Si	-0.0062	0.01	-0.0044
Si	-0.0184	0.019	0.004
Si	-0.0102	0.0088	-0.0148
Si	-0.006	-0.0106	-0.0066
Si	0.0131	0.0055	0.0139
Si	-0.007	0.0052	-0.0042
Si	-0.0138	0.0004	-0.0056
Si	0.0191	0.0002	0.0075
Si	0.0148	-0.0081	-0.0004
Si	-0.0171	0.0269	0.004
Si	0.0123	0.0007	-0.0011
Si	-0.0045	0.0067	0.0077
Si	-0.0158	0.0006	0.0018
Si	0.0118	-0.0183	-0.0071
Si	0.0013	0.0175	0.002
Si	0.0036	0.0063	-0.0075
Si	0.0165	0.0034	-0.0062
Si	0.0054	-0.0096	-0.0017
Si	-0.0089	0.012	-0.0065
Si	0.0106	0.0058	-0.0098
Si	-0.0006	-0.0081	0.0055
Si	-0.0026	0.0026	0.0064
Si	0.0125	-0.0147	0.0006
Si	-0.0176	0.0174	-0.0026
Si	-0.0065	-0.011	-0.0135
Si	0.0095	-0.0107	0.0005
Si	-0.0165	0.0114	-0.003
Si	0.0045	-0.004	-0.0127
Si	-0.0109	0.0064	0.0029
Si	0.0044	-0.0013	0.0037
Si	-0.0009	-0.0027	-0.0005
Si	-0.0089	0.0025	0.001
Si	0.0031	-0.0007	-0.0038
Si	-0.0124	0.0115	-0.0064
Si	0.0072	-0.0078	0.0025
Si	-0.0005	0.0044	0.0049
Si	-0.0168	-0.0106	0.0062
Si	0.0166	-0.023	0.0087
Si	-0.0112	0.0254	0.0071
Si	0.028	-0.0034	-0.0153
Si	-0.0138	-0.0381	0.0007
Si	0.0045	0.0224	-0.0085
Si	0.0363	0.0114	-0.0202
Si	-0.006	-0.004	0.0078
Si	-0.0007	0.0233	-0.0077
Si	-0.0186	-0.015	-0.0037
Si	-0.01	-0.0104	-0.0101
Si	-0.0135	-0.0003	-0.002
Si	0.0116	0.0147	0.0002
Si	0.0087	0.0054	-0.013
Si	-0.0263	-0.0241	0.0062
Si	0.0038	-0.008	-0.0038
Si	-0.0093	0.0001	-0.0126
Si	-0.0067	-0.0097	-0.0042
Si	-0.0048	0.0021	0.0007
Si	0.0097	0.0101	0.0201
Si	-0.0119	-0.0166	-0.0008
Si	0.0023	0.0186	0.0118
Si	-0.0085	0.0059	0.0027
Si	-0.0224	-0.0315	-0.0136
Si	0.008	0.0079	-0.0034
Si	-0.0084	-0.0103	0.015
Si	0.0161	0.0062	0.0046
Si	0.0244	0.0155	0.0004
Si	-0.0133	-0.0188	-0.0082
Si	0.0027	0.0095	0.0087
Si	-0.0059	0.0084	-0.0049
Si	0.0202	-0.0061	0.0033
Si	0.0121	-0.0022	-0.0086
Si	-0.0053	0.0148	-0.0089
Si	-0.0279	-0.0098	0.0085
Si	0.0015	-0.0108	0.0056
Si	0.0295	0.0158	-0.0172
Si	-0.023	-0.003	0
Si	-0.0001	0.004	-0.0076
Si	-0.0014	-0.0142	-0.0036
Si	0.0176	0.0121	0.0464
Si	-0.0083	0.0307	-0.0022
Si	-0.0075	0.0399	-0.0235
Si	0.0214	-0.0266	-0.0257
Si	0.0208	-0.0086	0.0097
Si	-0.0125	0.0197	-0.0258
Si	-0.0095	0.0292	0.0504
Si	-0.016	0.0229	0.0357
Si	0.0061	0.0032	-0.0071
Si	-0.027	-0.0128	-0.0032
Si	-0.0071	-0.022	0.0257
Si	0.0099	0.0146	-0.0165
Si	-0.0121	-0.0123	0.009
Si	0.0126	0.0023	0.002
Si	-0.003	0.0216	-0.0119
Si	0.003	0.0255	0.0078
Si	0.0066	-0.0146	0.0159
Si	-0.0126	0.0074	-0.0288
Si	-0.0048	0.014	-0.0075
Si	0.0214	0.0031	-0.0199
Si	-0.0066	-0.0049	-0.0084
Si	0.0068	0.0012	-0.0068
Si	-0.0224	0.0046	0.0064
Si	-0.0007	0.0046	0.0066
Si	0.0006	-0.0101	-0.0018
Si	-0.0065	-0.0313	0.0042
Si	0.0008	0.026	0.0127
Si	-0.0069	0.0183	-0.0004
Si	0.0145	-0.0173	-0.0133
Si	-0.0487	-0.0341	-0.0253
Si	0.0128	-0.0191	0.0523
Si	0.0238	0.0204	0.0001
Si	-0.0076	-0.0001	-0.0196
Si	-0.012	-0.0313	0.0202
Si	-0.0059	0.018	0.0261
Si	-0.0103	-0.0129	0.013
Si	-0.0413	0.0196	-0.0249
Si	0.0238	0.0381	-0.0258
Si	0.0326	-0.0157	-0.0335
Si	0.008	0.006	-0.0146
Si	-0.0453	0.0064	0.0209
Si	-0.0017	-0.0383	0.0201
Si	-0.005	-0.0227	0.0024
Si	-0.0146	-0.014	0.0113
Si	0.0145	-0.0226	-0.0036
Si	-0.0224	-0.0098	0.0149
Si	0.0145	-0.0063	0.0267
Si	-0.0001	0.0088	0.0207
Si	-0.004	0.0216	-0.0013
Si	-0.0147	-0.0357	-0.0018
Si	0.0182	-0.0196	0.0247
Si	-0.0206	0.0274	-0.0039
Si	0.0098	-0.0027	-0.0314
Si	0.0067	0.0016	0.0176
Si	0.0238	-0.0125	0.0186
Si	-0.0256	0.0132	0.0018
Si	0.0138	0.0207	0.0019
Si	0.0096	0.0015	0.0031
Si	0.0088	-0.0236	0.0045
Si	0.0273	0.0501	0.0062
Si	-0.0214	-0.0135	0.0016
Si	-0.0092	0.0341	0.0168
Si	0.0079	-0.002	0.0334
Si	0.0061	-0.0023	-0.0203
Si	-0.0038	0.0135	-0.0268
Si	0.0217	0.0134	0.0364
Si	-0.0227	0.0212	-0.022
Si	0.0059	-0.0203	-0.0283
Si	0.0102	-0.0117	0.0015
Si	0.0298	-0.0163	-0.0125
Si	0.0137	0.0148	0.0012
Si	-0.0045	-0.0416	0.0341
Si	0.0503	0.0223	0.014
Si	-0.0004	-0.01	0.0271
Si	0.0557	0.0057	0.0103
Si	0.0315	0.0355	0.005
Si	-0.0222	-0.0499	0.0235
Si	0.0366	0.0544	0.0273
Si	0.0259	0.0388	-0.0114
Si	-0.0382	0.0275	-0.0147
Si	-0.0287	-0.005	0.0587
Si	0.0075	0.007	-0.0422
Si	0.0121	0.0203	0.0002
Si	-0.0454	-0.0095	-0.0008
Si	0.0186	-0.001	0.0435
Si	0.018	0.0078	0.0337
Si	-0.0144	-0.0061	-0.0227
Si	0.0428	-0.024	0.0146
Si	-0.0223	-0.0216	0.0275
Si	-0.0299	0.009	-0.0236
Si	-0.0016	0.0255	-0.0175
Si	-0.0148	0.0106	-0.0213
Si	-0.0183	-0.0429	-0.0103
Si	0.0028	-0.0244	-0.0147
Si	0.0122	0.0488	0.0175
Si	-0.0257	-0.0467	-0.0104
Si	0.0181	-0.0128	0.0636
Si	-0.0908	0.001	0.0088
Si	0.0085	0.0097	-0.0112
Si	-0.0011	0.0257	-0.0081
Si	-0.0053	-0.0513	-0.0166
Si	-0.0177	0.0103	-0.0629
Si	-0.0304	0.0068	-0.0055
Si	0.0523	0.0335	0.005
Si	-0.049	0.0251	0.0058
Si	-0.047	-0.0313	-0.0077
Si	0.0358	0.0156	0.0258
Si	-0.0773	0.0363	-0.0507
Si	-0.0226	0.0019	0.0885
Si	-0.0061	-0.0085	0.0901
Si	0.0411	0.0228	0.0126
Si	-0.0027	0.0303	0.066
Si	0.226	-0.072	-0.5796
Si	0.0074	0.0504	0.0571
Si	0.0498	-0.056	-0.057
Si	-0.0002	0.0119	-0.0854
Si	-0.1947	0.1755	-0.5339
Si	-0.0596	-0.0627	0.0928
Si	-0.0273	-0.1035	0.0321
Si	0.0911	0.0339	-0.0301
Si	-0.051	-0.0065	0.0263
Si	0.3024	-0.209	-0.3755
Si	-0.2839	0.2101	-0.3691
Si	0.0402	-0.0486	0.0538
Si	0.3548	-0.3671	-0.2289
Si	0.0377	-0.0157	0.0892
Si	0.0033	-0.0404	0.0539
Si	-0.0054	0.003	0.0634
Si	0.0562	0.0199	0.1142
Si	0.0153	0.0484	0.0082
Si	-0.0136	-0.0037	0.0283
Si	0.0062	0.0243	0.0013
Si	-0.0409	0.0097	0.0333
Si	0.2503	-0.1486	-0.3811
Si	-0.1522	0.3097	-0.3705
Si	-0.0148	0.0163	0.0083
Si	-0.0013	-0.0478	0.0787
Si	0.0897	-0.0388	-0.0401
Si	0.0711	-0.0563	0.0974
Si	0.0064	-0.0545	-0.0058
Si	0.1048	0.0188	0.0123
Si	-0.0474	0.0286	0.0913
Si	0.0258	0.0152	0.0658
Si	-0.063	0.095	-0.0676
Si	0.2049	-0.1516	-0.6946
Si	-0.278	-0.1896	-0.7865
Si	0.2988	0.3111	-0.0833
Si	0.0198	-0.0318	-0.0278
Si	0.096	0.0624	0.0492
Si	-0.3925	-0.2764	-0.2124
Si	0.0559	0.176	-0.7049
Si	0.0073	-0.0448	0.0669
Si	0.1128	-0.1402	-0.0267
Si	0.0508	0.0723	-0.0607
Si	-0.193	-0.1657	-0.4641
Si	0.0886	0.0192	-0.0272
Si	0.0316	0.0056	-0.0144
Si	-0.0877	-0.1288	-0.7006
Si	0.3836	-0.2855	-0.448
Si	-0.2055	0.04	-0.6234
Si	0.095	0.1696	-0.7146
Si	0.2301	0.2853	-0.5621
Si	-0.0788	-0.2972	-0.5736
Si	-0.1629	-0.2325	-0.5275
Si	-0.5452	0.0553	-0.3976
Si	-0.1899	-0.2385	-0.6782
Si	0.0998	0.101	-0.721
Si	0.0133	-0.0037	-0.0162
Si	-0.0394	-0.0506	0.1141
Si	-0.0641	-0.1458	-0.5364
Si	0.126	-0.4892	-0.324
Si	0.0392	0.1774	-0.6016
Si	0.1721	0.0819	-0.5588
Si	-0.2507	-0.2571	-0.4663
Si	-0.1723	0.3028	-0.5155
Si	0.0375	0.0614	-0.0883
Si	0.0902	0.147	-0.5189
Si	-0.0033	-0.008	-0.0516
Si	-0.0433	-0.1906	-0.5617
Si	-0.2998	0.3766	0.5128
Si	0.2808	-0.3374	0.4508
Si	-0.0107	-0.0229	0.0454
Si	-0.3722	-0.1295	0.3283
Si	0.3139	-0.0565	-0.4116
Si	-0.3968	0.1167	-0.6423
Si	-0.0423	-0.0824	-0.0485
Si	-0.0787	0.331	0.5088
Si	0.0087	-0.0907	-0.0394
Si	0.26	0.0802	-0.3967
Si	0.0905	0.0729	-0.0071
Si	-0.0657	0.2828	0.6857
Si	-0.0324	-0.0574	0.0777
Si	0.0496	0.0204	-0.0503
Si	-0.0727	-0.11	-0.1237
Si	0.1539	0.4494	-0.5385
Si	0.1754	0.0331	0.5835
Si	0.036	-0.0636	-0.122
Si	-0.018	0.0102	-0.0426
Si	-0.012	-0.0092	-0.1333
Si	0.1091	0.0513	0.0601
Si	0.0123	-0.04	0.0543
Si	0.02	-0.0852	0.0202
Si	0.0524	0.0516	-0.0573
Si	-0.0587	0.0012	-0.6816
Si	0.0364	0.081	-0.1064
Si	-0.0362	-0.039	0.1007
Si	-0.0353	0.0045	0.0743
Si	0.3896	0.511	-0.1465
Si	-0.0827	-0.1608	0.0714
Si	-0.067	0.3623	-0.4948
Si	-0.021	0.0606	0.0038
Si	-0.0267	-0.1492	-0.0877
Si	-0.0072	0.0637	-0.0596
Si	-0.0189	-0.0446	-0.03
Si	-0.1955	-0.0342	-0.1083
Si	-0.0268	0.0468	0.077
Si	-0.127	0.0222	-0.0209
Si	0.0833	0.0103	0.0118
Si	0.0173	-0.0543	0.0734
Si	-0.0681	-0.0115	0.0364
Si	0.1665	0.0238	-0.0141
Si	-0.0404	0.0248	0.0588
Si	0.2885	0.2571	0.5101
Si	-0.1485	0.3209	-0.5032
Si	-0.1654	0.0139	-0.1049
Si	-0.0438	0.0607	-0.014
Si	-0.1459	-0.0745	0.0863
Si	-0.0979	0.0585	-0.0424
Si	0.0808	0.144	-0.6241
Si	0.0005	0.0636	-0.0873
Si	0.0706	0.0121	-0.0561
Si	-0.0098	0.0794	0.0044
Si	0.0529	-0.0483	0.1732
Si	-0.1462	-0.1457	0.1367
Si	-0.023	-0.0653	-0.0703
Si	0.0329	0.1597	0
Si	-0.052	-0.0571	-0.0727
Si	-0.0423	-0.054	0.1092
Si	-0.0116	0.0791	-0.1638
Si	-0.0139	-0.1079	-0.1005
Si	0.0031	0.103	0.2175
Si	-0.5418	0.015	-0.4433
Si	0.2286	0.0585	-0.5698
Si	-0.0055	0.0764	0.0904
Si	0.0262	-0.0415	0.0564
Si	0.044	0.078	0.1824
Si	0.0231	0.0292	-0.0262
Si	0.3525	0.3463	0.3091
Si	0.0763	0.1626	-0.074
Si	-0.0454	-0.0809	-0.0092
Si	0.0288	-0.0596	-0.0943
Si	0.0459	-0.0082	0.0144
Si	0.0691	0.0259	-0.0654
Si	0.169	0.0196	0.1085
Si	-0.1998	0.22	0.572
Si	0.0187	-0.0459	-0.0229
Si	0.0188	-0.1214	0.0332
Si	0.0732	-0.0584	0.0868
Si	-0.2428	0.3008	0.3599
Si	-0.5315	-0.4939	-0.1476
Si	0.0599	-0.0608	0.64
Si	-0.0357	0.0243	0.0244
Si	0.0595	0.0799	-0.0353
Si	-0.1331	-0.0395	-0.1222
Si	0.1372	-0.0454	0.0346
Si	-0.1773	0.0209	0.11
Si	0.0476	0.0249	-0.1527
Si	0.044	0.0331	0.0653
Si	0.1893	-0.4319	-0.1097
Si	0.6356	-0.0219	0.4113
Si	-0.0275	0.0118	0.0536
Si	0.0671	-0.0491	0.0126
Si	-0.0236	-0.0346	0.0469
Si	-0.0218	0.1471	0.03
Si	0.0932	0.0219	0.0035
Si	-0.0714	-0.0603	-0.0243
Si	-0.5994	-0.3605	0.1056
Si	0.392	0.1895	-0.4156
Si	-0.2455	-0.3808	0.4579
Si	0.0304	-0.0146	-0.0595
Si	-0.0181	-0.0352	0.0373
Si	0.0153	-0.0456	0.0467
Si	0.0602	0.047	0.1295
Si	0.1499	0.0223	0.5973
Si	0.4409	0.2643	0.3513
Si	0.0288	-0.0084	-0.0605
Si	0.0892	-0.2542	-0.6508
Si	-0.0057	-0.0082	-0.0055
Si	0.0019	0.0011	0.0053
Si	-0.0084	-0.0047	0.0008
Si	0.0125	0.0112	0.0031
Si	0.0029	-0.0147	0.0046
Si	0.0086	-0.0112	-0.0024
Si	0.0126	0.0134	0.003
Si	-0.0062	-0.005	0.0085
Si	-0.0141	0.0022	-0.0034
Si	0.0167	0.0038	-0.001
Si	-0.0067	0.0025	0.004
Si	-0.0132	-0.0101	0.0075
Si	-0.0128	-0.023	0.0056
Si	0.008	0.0154	-0.004
Si	-0.0073	-0.0067	-0.0036
Si	-0.0132	-0.0127	0.0029
Si	0.0057	0.0013	-0.007
Si	0.0004	0.0218	0.0017
Si	-0.0079	0.0065	-0.0051
Si	-0.0032	-0.0082	0.0048
Si	0.0136	0.0213	0.0102
Si	-0.0091	-0.0137	0.0083
Si	-0.0078	-0.0045	-0.0054
Si	-0.0125	-0.0131	-0.0065
Si	0.0031	0	-0.0039
Si	0.0066	0.0088	-0.0204
Si	-0.0004	-0.0025	0.0065
Si	0.0082	0.0057	-0.0059
Si	-0.0059	-0.0032	0.0046
Si	0.014	0.0049	-0.0036
Si	-0.0028	0.0038	-0.0008
Si	-0.0172	-0.0052	0.0001
Si	-0.0126	-0.0021	0.0082
Si	0.0042	-0.0125	0.0022
Si	0.0036	0.0132	0.0019
Si	0.0014	0.0104	0.0059
Si	0.0064	-0.0088	0.0068
Si	0.0049	0.003	-0.0075
Si	0.0031	-0.0011	-0.0052
Si	-0.0016	0.002	-0.0109
Si	-0.0128	0.009	-0.0028
Si	-0.0011	0.0017	0.0028
Si	-0.0011	-0.0021	-0.007
Si	-0.0013	0.0086	-0.0081
Si	0.0001	-0.0019	0.0013
Si	-0.0062	0.0021	-0.0018
Si	0.0024	-0.0026	0.0009
Si	-0.0023	0.0008	0.0011
Si	0.0037	0.01	-0.0042
Si	-0.0138	0.0033	-0.0079
Si	-0.0001	-0.0103	-0.0017
Si	0.0059	0.0042	-0.0054
Si	-0.0179	0.0077	0.0045
Si	0.0041	-0.0034	-0.0085
Si	-0.0174	-0.0033	-0.004
Si	0.0023	0.0044	0.0019
Si	-0.0028	-0.0117	0.0014
Si	0.0045	-0.0112	0.0043
Si	0.0202	-0.0239	-0.0075
Si	0.0023	0.0046	-0.0011
Si	0.0046	0.0053	0.0045
Si	-0.0163	0.0009	0.0005
Si	-0.0087	0.0184	0.0019
Si	0.0057	-0.0056	0.0064
Si	0.0003	0.0036	0.0026
Si	0.0194	-0.0094	0.0025
Si	-0.0044	0.0032	-0.0005
Si	0.006	-0.0121	0.0029
Si	0.0194	-0.0084	0.0048
Si	-0.0146	0.0103	-0.0031
Si	-0.0058	-0.0002	-0.0022
Si	-0.0078	0.0003	0.0005
Si	0.0025	0.0031	-0.0011
Si	0.0004	0.005	-0.0017
Si	0.0006	-0.0008	0.0002
Si	0.0044	0.004	-0.001
Si	0.0011	-0.0012	0.0008
Si	0.0055	-0.0017	0.0047
Si	0.0011	-0.0091	0.0043
Si	-0.01	-0.0112	0.0031
Si	0.0102	-0.0025	0.0021
Si	0.0081	0.0011	-0.0033
Si	-0.012	-0.0003	0.0028
Si	-0.0098	-0.0044	0.0015
Si	-0.0097	0.0065	-0.0035
Si	0.0121	0.0135	-0.0002
Si	0.0085	0.0125	0.0009
Si	-0.0018	-0.0062	0.0023
Si	-0.0011	-0.0145	-0.0044
Si	-0.0098	0.003	-0.0106
Si	0.0032	0.0036	-0.0072
Si	-0.0072	-0.007	-0.0048
Si	-0.0048	0.0007	0.0062
Si	0.0089	0.0061	0.005
Si	0.0043	0.0084	0.0002
Si	0.0015	-0.008	0.0033
Si	-0.0062	-0.0078	-0.0024
Si	0.0126	0.003	-0.0042
Si	0.007	0.0005	-0.0085
Si	-0.0152	-0.0074	-0.0015
Si	0.0083	0.0085	0.0055
Si	-0.0067	0.0052	0
Si	0.0086	0.0044	-0.0047
Si	-0.0026	0.0063	0
Si	-0.0041	-0.002	0.0004
Si	-0.0055	-0.0027	-0.0019
Si	-0.011	-0.0117	-0.0023
Si	-0.0022	-0.0033	-0.0022
Si	0.0045	-0.0102	-0.0023
Si	-0.0067	0.0032	-0.0062
Si	0.0015	-0.001	-0.0041
Si	0.0025	-0.0009	0.0025
Si	0.0006	-0.0029	0.0022
Si	-0.0008	0.0066	0.002
Si	-0.002	0.0103	-0.0029
Si	-0.0004	0.0033	-0.0053
Si	-0.0148	0.0004	-0.0014
Si	-0.0068	0.0111	0.0027
Si	0.0096	0.0009	0.0036
Si	0.0042	-0.0033	-0.0041
Si	-0.0029	-0.0032	-0.0047
Si	-0.0124	0.0073	0.0013
Si	-0.0028	-0.0017	0.0011
Si	0.007	-0.0045	0.0006
Si	0.0043	-0.0097	-0.0011
Si	0.0072	0.003	-0.0016
Si	0.0016	-0.0048	-0.0004
Si	0.0016	0.0091	0.0011
Si	0.0035	-0.003	0.0026
Si	0.0063	-0.0049	0.0006
Si	0.0026	0.0008	0.0061
Si	0.0026	-0.003	0.0054
Si	-0.0047	0.0063	0.0024
Si	-0.0022	0.0009	0.0033
Si	0.0013	0.0031	0.0014
Si	0.0026	-0.0008	0.0016
Si	0.0045	-0.0063	0.0042
Si	-0.0015	-0.0009	-0.0057
Si	-0.0043	-0.0036	-0.003
Si	-0.0005	-0.0056	0.0008
Si	-0.0083	-0.0033	0.0017
Si	0.0017	0.0005	-0.0031
Si	0	0.006	-0.0035
Si	0.0019	0.0016	-0.0014
Si	0.0099	0.004	0.0016
Si	0.0051	0.0019	0.0059
Si	-0.0024	-0.0003	0.0048
Si	0.0042	-0.0013	0.0051
Si	-0.0003	-0.0024	0.0018
Si	0.0008	-0.0002	0.0022
Si	0.0021	-0.0084	0.0013
Si	0.0026	0.0048	0.0003
Si	0.0052	-0.0004	0.0009
Si	-0.0058	-0.0056	0.0033
Si	-0.0107	-0.0042	-0.0014
Si	-0.003	0.0001	-0.0015
Si	0.0024	0.0055	0.003
Si	0.0057	0.0012	0.003
Si	0.006	-0.0017	-0.0038
Si	-0.0005	-0.0007	0.0006
Si	-0.0098	0.0009	-0.0004
Si	-0.0056	0.004	-0.0056
Si	0.0038	0.0012	-0.0047
Si	0.0038	-0.0002	-0.0032
Si	0	-0.0046	0.0018
Si	0.0005	0.0027	-0.0008
Si	-0.0042	-0.0005	-0.0035
Si	0.002	0.0062	-0.0032
Si	-0.0013	-0.001	-0.0004
Si	-0.003	-0.0041	-0.0035
Si	-0.0016	0.0041	-0.0019
Si	-0.01	0.0004	-0.0023
Si	0.0061	0.0002	-0.0009
Si	0.006	-0.0028	-0.0005
Si	0.0051	-0.0027	-0.0006
Si	0.001	0.0037	0.004
Si	-0.0002	0.0024	-0.0026
Si	-0.0071	-0.0051	0.0061
Si	-0.0084	0.0013	0.0028
Si	-0.0001	0.0005	-0.0032
Si	-0.0109	-0.0109	-0.0029
Si	-0.0053	-0.003	-0.002
Si	0.0011	-0.0008	0.0031
Si	0.0021	-0.0003	-0.001
Si	0.0146	0.0053	-0.0057
Si	0.0064	0.0029	-0.0033
Si	-0.0021	0.012	-0.0048
Si	-0.0097	-0.0045	-0.0052
Si	0.0062	0.0016	-0.0052
Si	-0.008	0.0069	-0.002
Si	0.0042	0.004	0.0023
Si	0.0081	-0.0026	-0.0023
Si	-0.0067	-0.0022	0.0009
Si	0.0016	0.007	0.0005
Si	-0.0023	0.0053	0.0046
Si	-0.0065	-0.0049	0.0047
Si	0.0032	-0.0068	-0.0027
Si	0.0043	0.0039	-0.0006
Si	-0.0003	0.0002	-0.0009
Si	0.0039	0.0029	-0.0008
Si	-0.001	0.0034	0.0041
Si	0.0046	0.0036	0.0012
Si	0.0047	0.0049	-0.0001
Si	0.0006	-0.0069	-0.0008
Si	-0.0095	-0.009	0.0035
Si	0.0076	0.0054	0.0004
Si	0.0076	0.0012	0
Si	0.0065	-0.0024	-0.001
Si	0.0013	-0.0043	0.0057
Si	-0.0057	0.0025	0.0039
Si	-0.0023	0.0081	0.0043
Si	-0.007	-0.0077	0.0018
Si	-0.003	-0.0015	-0.0002
Si	-0.0057	-0.0034	-0.0008
Si	0.0022	-0.0059	-0.0017
Si	0.003	0.0004	-0.006
Si	0.0078	0.0052	-0.0007
Si	0.0056	-0.0104	0.0011
Si	0.01	-0.0041	0.0071
Si	0.0123	-0.0031	0.0108
Si	-0.0119	-0.0018	0.0006
Si	-0.0041	-0.0007	-0.0021
Si	-0.0028	-0.0009	0.0021
Si	0.003	0.014	0.0069
Si	-0.0066	0.0066	0.0024
Si	-0.0093	-0.0009	0.0036
Si	0.0117	-0.0116	-0.0067
Si	-0.0024	0.0036	-0.0018
Si	-0.0005	-0.0046	0.0047
Si	0.0041	-0.0098	-0.0014
Si	0.0063	-0.0007	0.0006
Si	0.0065	0.001	0.0023
Si	-0.0049	0.0104	-0.0038
Si	-0.0055	-0.0072	-0.0017
Si	0.004	0.0106	0.0007
Si	0.0021	0.0111	-0.0018
Si	0.0025	-0.0113	-0.0052
Si	0.0003	-0.0009	-0.0007
Si	-0.0035	-0.0009	-0.0059
Si	-0.0082	0.0069	-0.0008
Si	0.0069	0.0068	-0.0011
Si	-0.0066	-0.008	0.0047
Si	-0.0033	-0.0072	-0.0032
Si	-0.0015	0.0075	-0.0023
Si	-0.0001	-0.0009	-0.0057
Si	0.0058	-0.0053	0.0038
Si	0.004	-0.0125	0.0052
Si	0.0042	0.0084	-0.0007
Si	-0.0058	0.0051	-0.0037
Si	-0.0084	0.0124	0.0093
Si	0.0033	-0.0006	-0.0025
Si	-0.0086	0.0012	0
Si	-0.0017	0.0039	-0.0057
Si	0.0018	0.0007	-0.0068
Si	-0.0183	-0.0037	-0.0024
Si	0.013	0.0193	-0.0043
Si	0.0211	0.0092	-0.0047
Si	-0.0084	0.0049	0.0026
Si	0.0015	-0.0008	0.0042
Si	-0.0134	-0.0067	-0.0022
Si	-0.0072	-0.0045	0.0016
Si	0.0131	0.0106	0.0041
Si	-0.0123	-0.0106	-0.004
Si	0.0014	-0.0115	0.007
Si	0.0061	0.0167	0.0024
Si	0.0123	0.0147	0.0011
Si	-0.0036	-0.0048	0.0059
Si	0.0022	0	0.0021
Si	-0.0023	-0.0055	-0.0018
Si	-0.0043	0.0034	0.0076
Si	-0.0045	-0.0076	0.0054
Si	0.0033	-0.0001	-0.0011
Si	0.0035	0.0029	0.0051
Si	0.0044	0.0101	0.0009
Si	-0.0025	-0.008	-0.0016
Si	0.0025	-0.0041	0.0026
Si	-0.0018	-0.0025	0.0031
Si	0.0103	0.0037	0
Si	0.0087	0.0031	0.0035
Si	0.0052	0.0023	-0.0124
Si	-0.001	-0.0025	0.0006
Si	-0.0106	0.0061	0.0098
Si	0.0012	-0.0028	-0.0023
Si	-0.0136	-0.0098	-0.0063
Si	-0.0099	-0.006	0.0008
Si	0.0211	0.0134	-0.0007
Si	-0.0085	-0.0075	-0.0059
Si	0.0011	-0.0057	0.0025
O	-0.1184	0.3591	-0.1464
O	-0.6764	0.2216	0.2755
O	-0.3268	0.5093	0.1259
O	0.1027	0.2781	-0.5157
O	0.3459	-0.0455	-0.1592
O	-0.0606	-0.0064	-0.3266
O	0.6013	0.2896	0.1652
O	-0.1341	0.2203	0.2802
O	0.2679	-0.3388	-0.2298
O	-0.3939	-0.54	-0.354
O	0.2208	-0.0166	-0.4319
O	0.3048	-0.4451	-0.1954
O	-0.6712	0.1431	0.0511
O	0.4065	-0.314	-0.1011
O	-0.2118	-0.2561	-0.5185
O	-0.3668	0.338	0.2334
O	0.0643	-0.3144	-0.1279
O	-0.0031	0.1181	-0.0313
O	-0.0533	-0.1041	-0.0189
O	-0.0736	0.3474	-0.2733
O	-0.1216	-0.2259	0.185
O	-0.3123	0.6173	-0.2716
O	-0.3461	-0.5496	0.1424
O	0.1926	0.199	0.1257
O	-0.3764	-0.4924	0.4248
O	-0.0571	-0.2939	-0.0945
O	-0.0735	0.3962	0.3392
O	-0.4243	0.3455	-0.159
O	-0.3003	-0.431	0.4469
O	-0.1325	-0.0435	-0.054
O	-0.3655	-0.2089	-0.3958
O	0.0402	0.2127	0.473
O	0.0079	0.0617	-0.1881
O	-0.183	0.1514	0.3231
O	-0.4554	-0.089	0.0088
O	-0.5997	-0.3604	-0.2369
O	-0.1179	-0.082	0.0196
O	0.0457	0.07	0.2184
O	-0.4501	-0.0449	-0.3524
O	-0.0294	0.3711	0.15
O	0.3187	-0.2099	0.1829
O	-0.0796	-0.0493	0.48
O	-0.4491	0.1477	-0.0343
O	0.5135	-0.313	0.0737
O	0.0669	-0.4639	-0.029
O	0.0814	-0.2146	-0.1038
O	-0.22	-0.1799	-0.327
O	0.1156	0.0113	-0.0868
O	-0.0175	-0.0379	0.4382
O	0.1645	-0.2979	-0.0293
O	0.0243	-0.0454	0.0945
O	-0.229	-0.263	0.0061
O	-0.1519	0.2892	0.5331
O	-0.0727	-0.0816	0.4054
O	-0.6009	-0.1151	0.2107
O	-0.1101	0.0138	0.4257
O	-0.1095	-0.0255	0.1149
O	0.3138	-0.0969	-0.0017
O	-0.2345	-0.0936	-0.3269
O	-0.1762	0.3593	-0.2426
O	0.0983	0.0038	0.6587
O	0.5072	-0.2824	-0.3413
O	0.1982	-0.1326	-0.4757
O	0.2118	0.2328	0.0797
O	-0.3223	0.1406	0.2735
O	-0.1391	-0.523	-0.3056
O	-0.1987	-0.0606	-0.3546
O	0.3269	-0.1379	0.25
O	0.1838	-0.0881	-0.1857
O	0.1251	0.0807	-0.3177
O	0.0884	0.3669	-0.3113
O	0.0976	-0.5899	0.3415
O	-0.1898	-0.0419	-0.149
O	0.1756	0.0844	-0.4896
O	0.0317	-0.1612	-0.1214
O	0.2837	0.2088	-0.0033
O	0.1188	-0.3068	0.1572
O	-0.1793	0.1543	0.121
O	-0.0016	-0.5658	-0.3651
O	-0.6367	-0.0452	0.3681
O	0.4791	-0.1558	-0.0513
O	-0.1656	0.5751	0.0797
O	0.2185	0.0173	-0.3121
O	-0.1386	0.1128	-0.5831
O	0.2532	0.1857	-0.0869
O	0.2263	-0.6126	0.0744
O	-0.4139	-0.2097	0.2769
O	-0.4405	-0.0178	0.0265
O	-0.0083	0.1377	-0.2476
O	0.1456	-0.5193	0.5848
O	-0.0822	-0.3344	-0.413
O	0.2505	-0.5928	0.0525
O	-0.1632	0.0322	0.5061
O	0.5468	-0.1794	0.2948
O	-0.6977	-0.125	0.1835
O	-0.1728	-0.0776	0.3317
O	0.0133	0.417	0.2612
O	0.0864	0.2161	-0.166
O	0.6417	-0.317	0.2416
O	-0.2245	0.3172	0.1271
O	0.0121	0.2982	0.6101
O	0.3352	0.0576	-0.0742
O	0.1345	0.6101	-0.1326
O	0.084	0.1016	0.1652
O	0.273	-0.1087	0.0254
O	-0.221	0.2834	-0.1446
O	0.1895	0.5052	-0.1888
O	-0.432	0.3889	-0.1029
O	0.4834	0.3351	0.4755
O	0.0667	-0.0961	-0.1812
O	0.5392	-0.0007	-0.4389
O	-0.4434	0.546	0.1583
O	-0.2929	-0.3702	0.3015
O	-0.3839	-0.0756	0.5548
O	-0.0121	0.5743	0.1233
O	-0.276	-0.0928	-0.5575
O	0.16	-0.103	-0.4442
O	-0.33	-0.0058	0.2177
O	-0.1794	0.0322	-0.2817
O	0.0562	0.0542	0.3209
O	-0.7125	-0.2922	-0.157
O	-0.0838	0.2331	0.3029
O	-0.1267	-0.1072	0.4822
O	0.41	0.1918	-0.2974
O	-0.3205	-0.5136	0.059
O	0.0754	-0.5088	-0.3775
O	0.032	-0.1489	-0.0411
O	-0.3062	-0.044	-0.3166
O	-0.3454	-0.3821	0.2872
O	-0.2654	0.0338	-0.6856
O	0.2322	-0.4685	-0.2331
O	0.2625	0.0631	0.2087
O	0.0499	-0.5477	-0.0966
O	-0.248	-0.0312	-0.6216
O	-0.0071	-0.0108	-0.1661
O	-0.0072	-0.2362	0.0754
O	0.0257	0.3083	0.3351
O	-0.0145	-0.1734	-0.0946
O	-0.0338	0.0184	-0.355
O	0.0517	0.3019	-0.4503
O	0.3182	-0.1767	0.4661
O	-0.4645	0.4822	-0.0825
O	-0.0417	0.2023	-0.2761
O	-0.2707	-0.377	-0.3215
O	0.1153	-0.4532	-0.4213
O	0.2739	0.0465	0.2422
O	0.02	-0.0724	-0.0168
O	0.3936	-0.0022	0.1552
O	0.265	-0.1371	0.2856
O	0.2745	0.0083	-0.4625
O	-0.5702	-0.4174	0.023
O	-0.1361	0.0991	-0.4325
O	0.065	0.2033	-0.0824
O	0.0502	0.0502	-0.1945
O	0.0507	0.2225	-0.0323
O	-0.3448	-0.2085	-0.3308
O	-0.131	0.0213	-0.2401
O	-0.1526	0.343	-0.0199
O	0.2175	-0.4431	-0.2377
O	-0.2383	0.1897	0.3497
O	0.0341	0.1318	0.3057
O	0.4131	-0.211	0.2836
O	-0.289	-0.003	-0.0202
O	0.6232	0.2509	-0.2485
O	0.3998	-0.114	-0.4361
O	0.1082	0.0387	-0.6387
O	0.1237	-0.2092	0.1229
O	-0.5294	-0.1964	0.4208
O	0.0439	0.3114	0.0897
O	-0.2632	0.1635	-0.0718
O	0.1842	0.182	-0.059
O	0.0389	0.084	-0.005
O	0.0148	0.1809	0.1948
O	0.5885	0.3111	-0.1199
O	-0.1227	-0.0531	0.2011
O	0.0228	0.634	0.1555
O	-0.595	-0.1002	0.4999
O	0.1585	-0.0468	0.1244
O	0.1202	-0.0669	0.046
O	0.0915	0.2753	-0.4783
O	0.3857	-0.2377	0.0453
O	-0.2244	0.037	-0.1809
O	-0.3113	0.2491	0.4123
O	0.176	0.3338	-0.1637
O	0.369	0.0968	0.2819
O	-0.5842	0.4353	-0.1249
O	0.4677	-0.4154	-0.1271
O	-0.4394	0.21	-0.1678
O	0.1211	0.1658	0.0699
O	0.3957	-0.3069	-0.1638
O	-0.0744	-0.3382	-0.383
O	-0.3479	0.3504	-0.3332
O	-0.0751	-0.2627	-0.2826
O	-0.4268	0.0283	0.1276
O	-0.23	0.3406	-0.0317
O	-0.3755	-0.1598	0.3298
O	0.4683	-0.078	0.4463
O	0.4424	0.3764	0.1155
O	-0.1895	0.575	0.1097
O	-0.1133	0.0659	0.189
O	0.2096	0.6101	-0.2691
O	-0.0474	-0.1526	-0.3364
O	-0.0111	0.3699	-0.0964
O	-0.16	0.4201	-0.1635
O	0.1124	-0.2572	-0.2526
O	-0.0118	-0.5132	-0.1295
O	0.3314	-0.0189	0.3895
O	0.2885	-0.1043	0.1021
O	-0.2831	-0.0495	0.2724
O	0.0483	-0.213	0.1342
O	-0.0911	0.2116	0.1837
O	0.4336	-0.1266	0.2176
O	0.056	0.6007	-0.4996
O	-0.068	-0.1353	0.3194
O	0.0683	-0.0594	0.6859
O	0.2578	0.362	0.1566
O	0.3286	0.0372	-0.1074
O	0.1401	-0.517	0.2038
O	-0.3536	-0.3115	0.071
O	0.8414	0.2931	-0.0673
O	0.1081	-0.394	0.3866
O	0.4134	0.0364	-0.1347
O	-0.1769	0.4658	0.2864
O	0.1765	-0.4029	0.08
O	0.1461	0.6979	-0.1731
O	-0.364	0.1009	0.0716
O	-0.0201	-0.0643	0.1272
O	0.0626	0.5931	-0.0714
O	0.0175	0.5523	0.0145
O	-0.0823	-0.1664	0.1122
O	0.2186	-0.001	0.6797
O	0.5866	0.082	0.3962
O	0.3405	0.3174	0.3612
O	-0.0934	-0.0977	0.5838
O	0.3143	-0.4439	-0.1138
O	0.3375	0.1214	-0.2775
O	-0.2075	0.1149	0.3781
O	-0.3987	0.1708	0.0469
O	-0.3106	0.2263	0.4225
O	-0.3706	-0.4292	-0.3111
O	-0.0788	0.2682	-0.47
O	-0.3515	-0.5637	0.0261
O	-0.5458	0.451	-0.5626
O	-0.2638	-0.1084	0.1903
O	0.5231	-0.1845	0.0959
O	-0.0901	-0.0142	0.1554
O	0.2946	0.2425	-0.2175
O	-0.1153	-0.2324	0.2048
O	0.1355	-0.13	-0.0264
O	0.1472	0.3973	0.0545
O	0.3477	-0.394	-0.2695
O	0.454	-0.0045	-0.226
O	-0.1084	0.2978	-0.5307
O	-0.1246	-0.3806	-0.0325
O	0.3775	0.0348	-0.4222
O	0.1677	-0.0369	0.3527
O	-0.0291	-0.0572	0.5563
O	0.4811	0.4167	-0.1806
O	-0.2161	0.0462	-0.1112
O	0.1018	0.1431	0.1296
O	0.0785	0.1177	-0.453
O	0.4141	0.1055	-0.3029
O	-0.1114	0.0607	-0.2863
O	0.1515	-0.1005	0.4145
O	-0.2774	-0.0503	-0.315
O	-0.1334	-0.2113	-0.4785
O	-0.3169	-0.0887	0.3335
O	0.0655	0.4507	0.2423
O	-0.1502	-0.4015	0.0253
O	-0.2604	-0.2929	0.0023
O	-0.1672	0.4783	0.2349
O	0.0489	0.0501	0.0237
